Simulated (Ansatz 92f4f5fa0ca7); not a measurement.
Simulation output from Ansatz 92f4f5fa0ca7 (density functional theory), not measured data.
Periodic cell of 218 atoms, Si134O84, from a study of silicon, its oxide and their interface. The atomic structure is a simulated model.
Doubt: the cutoff is far below the 930 eV that the study's wrapper takes by default for these files, so forces and energies are approximate.
This geometry differs little from another in the collection (a relaxation step or a small displacement).

Settings: functional PBE; potential files Ansatz PAW; basis plane waves; wave-function cutoff 580 eV; density cutoff ratio 5; exchange-correlation grid ratio 1; k mesh 1 x 1 x 1, Gamma-centred; self-consistency stop 5e-08 eV per atom in the density residual; occupations fixed; spin none; net charge 0.

Cell vectors (angstrom)
a  10.938  0  0
b  0  10.938  0
c  0  0  31.3806

Atoms and the computed forces on them: element, x, y, z (angstrom), force x, y, z (eV/angstrom)
Si  -0.4157  0.4282  23.9435  -0.0083  0.0098  0.0123
Si  6.0717  -0.5882  23.9865  0.0101  -0.0049  0.025
Si  2.1871  3.1928  23.9064  -0.0202  0.0118  0.0219
Si  8.7812  2.3488  23.8936  0.0115  -0.0069  0.0089
Si  0.3765  4.8452  23.8772  0.0114  -0.0185  0.0169
Si  4.882  6.0138  24.0566  -0.0017  0.0145  0.022
Si  3.2144  7.7751  24.2184  -0.0126  0.0023  -0.005
Si  7.791  8.6204  24.0633  -0.0105  0.0188  0.0134
Si  1.3355  1.3985  25.2148  -0.0075  0.0099  -0.0138
Si  6.918  1.3579  25.0768  0.001  -0.0078  -0.0099
Si  4.013  4.1138  25.1557  -0.003  0.0065  -0.0103
Si  9.6515  4.0047  25.3271  0.0079  -0.0041  -0.0155
Si  1.3055  6.7417  25.1261  0.019  0.0054  -0.0115
Si  6.7985  6.8265  25.2276  -0.0091  -0.0076  -0.0161
Si  4.2238  9.5663  25.3211  0.0025  -0.0138  -0.0181
Si  9.5404  9.639  25.2531  -0.0065  0.001  -0.0062
Si  2.7465  0.0128  26.5544  -0.002  0.003  0.0107
Si  8.1836  0.0432  26.6227  0.0024  0.0029  0.0158
Si  0.0487  2.6917  26.6934  -0.0022  -0.0001  0.0189
Si  5.4744  2.7258  26.48  0.002  -0.0026  0.0083
Si  2.6921  5.4605  26.6002  -0.0061  -0.0029  0.0138
Si  8.2134  5.4452  26.5559  -0.0019  0.0013  0.01
Si  -0.0032  8.1921  26.528  -0.0007  -0.0022  0.0065
Si  5.5163  8.1754  26.6834  0.0082  0.0136  0.0315
Si  4.1018  1.3673  27.9624  0.1328  0.1654  -0.4723
Si  9.5708  1.3673  27.9624  -0.0865  -0.0958  0.5615
Si  1.3673  4.1018  27.9624  0.1844  0.0413  0.6178
Si  6.8362  4.1018  27.9624  -0.1136  -0.1654  -0.5256
Si  4.1018  6.8362  27.9624  -0.2531  -0.1726  0.1932
Si  9.5708  6.8362  27.9624  -0.0353  0.0411  -0.3952
Si  1.3673  9.5708  27.9624  0.0729  -0.1193  -0.4977
Si  6.8362  9.5708  27.9624  0.2495  0.2119  0.4944
Si  0  0  29.3296  -0.1487  -0.0019  0.0221
Si  5.469  0  29.3296  0.0408  -0.0792  -0.0027
Si  2.7345  2.7345  29.3296  0.0244  0.1593  0.0199
Si  8.2035  2.7345  29.3296  0.0523  -0.0591  0.0112
Si  0  5.469  29.3296  0.0369  -0.0597  0.0028
Si  5.469  5.469  29.3296  -0.127  -0.0406  -0.0055
Si  2.7345  8.2035  29.3296  0.0378  -0.0267  0.0022
Si  8.2035  8.2035  29.3296  0.0356  0.1404  0.0172
Si  1.3673  1.3673  30.6969  0.1073  -0.0237  -0.034
Si  6.8362  1.3673  30.6969  -0.0148  0.0591  -0.017
Si  4.1018  4.1018  30.6969  0.0266  -0.0888  0.0109
Si  9.5708  4.1018  30.6969  -0.0756  0.0488  -0.0139
Si  1.3673  6.8362  30.6969  -0.0394  0.0216  -0.0116
Si  6.8362  6.8362  30.6969  0.0335  0.0037  -0.0299
Si  4.1018  9.5708  30.6969  -0.0457  0.0426  -0.0029
Si  9.5708  9.5708  30.6969  0.0554  -0.1058  0.0104
Si  2.7345  0  0.6835  -0.0145  -0.034  0.0134
Si  8.2035  0  0.6835  -0.0164  0.0026  -0.0053
Si  0  2.7345  0.6835  -0.0179  -0.0243  0.0099
Si  5.469  2.7345  0.6835  0.0125  0.0093  0.0482
Si  2.7345  5.469  0.6835  0.0059  0.0258  -0.0024
Si  8.2035  5.469  0.6835  -0.0072  0.01  0.0164
Si  0  8.2035  0.6835  -0.0086  0.0407  0.0646
Si  5.469  8.2035  0.6835  -0.0087  -0.0051  0.0216
Si  4.1018  1.3673  2.0507  -0.1083  -0.0403  -0.0316
Si  9.5708  1.3673  2.0507  -0.0276  0.0727  0.0317
Si  1.3673  4.1018  2.0507  0.0702  -0.0008  0.0469
Si  6.8362  4.1018  2.0507  0.0515  -0.0283  -0.0234
Si  4.1018  6.8362  2.0507  -0.0933  -0.0582  0.0394
Si  9.5708  6.8362  2.0507  -0.1411  -0.1247  -0.0405
Si  1.3673  9.5708  2.0507  0.1531  0.0839  -0.0465
Si  6.8362  9.5708  2.0507  0.1114  0.0236  0.0265
Si  0  0  3.418  0.3913  0.0473  0.337
Si  5.469  0  3.418  -0.1228  -0.0251  0.4795
Si  2.7345  2.7345  3.418  0.0146  -0.282  -0.3693
Si  8.2035  2.7345  3.418  0.0551  0.0932  -0.6358
Si  0  5.469  3.418  -0.2589  0.1322  0.2333
Si  5.469  5.469  3.418  -0.112  -0.1274  0.1936
Si  2.7345  8.2035  3.418  0.0069  0.3171  -0.2719
Si  8.2035  8.2035  3.418  -0.0725  -0.0194  -0.2737
Si  1.4235  1.3937  4.8441  0.0041  0.0105  -0.014
Si  6.8686  1.4172  4.7703  0.0042  0.0224  -0.0283
Si  4.0865  4.0348  4.7826  -0.0108  -0.0107  -0.018
Si  9.5261  4.0763  4.7825  -0.0123  -0.0174  -0.0092
Si  1.3221  6.938  4.767  0.0232  0.012  -0.0204
Si  6.7921  6.8918  4.7801  0.0098  0.008  -0.007
Si  4.0658  9.5405  4.8492  -0.0194  -0.0082  -0.0216
Si  9.6034  9.5133  4.765  -0.0114  -0.004  -0.007
Si  2.786  0.0111  6.304  0.0147  -0.0049  0.0181
Si  8.2453  -0.022  6.03  0.0448  0.0088  0.0194
Si  -0.0495  2.7215  6.189  0.0124  0.0135  0.0128
Si  5.509  2.7207  6.2281  0.0016  -0.0113  0.0191
Si  2.5822  5.4214  5.9825  -0.0054  0.0099  0.0106
Si  8.1271  5.4867  6.0944  -0.0176  -0.0024  0.0099
Si  -0.0038  8.2467  6.2928  -0.0059  -0.0007  0.0134
Si  5.3673  8.1136  6.2672  0.004  -0.0095  0.0056
Si  4.8723  0.7216  7.3907  -0.0103  -0.0021  -0.0417
Si  10.0232  0.8413  7.371  -0.0153  -0.0359  -0.0492
Si  0.7416  4.6529  7.3209  -0.0181  -0.0134  -0.0006
Si  6.2354  4.7415  7.3661  -0.0185  0.0147  -0.0262
Si  4.257  6.2264  7.4115  0.0238  -0.0194  -0.002
Si  9.7754  6.4909  7.4686  0.026  -0.0059  0.0011
Si  0.9252  10.0993  7.6041  -0.0114  0.0216  -0.0193
Si  6.6546  9.8012  7.3437  -0.0275  0.0127  0.0246
O  8.9845  7.0182  8.8712  -0.0112  0.0099  0.0036
O  4.9026  1.1276  8.9968  0.0091  0.0042  0.0415
O  7.5885  9.3199  8.6723  -0.0004  -0.0063  -0.0008
O  3.5334  6.1918  8.9613  0.0017  0.0012  -0.0055
O  9.4912  1.1686  8.8866  0.0129  -0.013  0.0233
O  6.6508  4.9582  8.9652  0.0026  0.0214  0.0179
O  1.2723  9.8374  9.2344  0.0083  -0.0028  0.0245
O  1.5079  4.3375  8.7652  0.0057  -0.0001  0.0043
O  2.4229  2.7753  22.3169  0.0055  -0.0071  -0.0188
O  4.4953  7.6557  16.1696  -0.0008  0.0013  0.0016
O  11.213  -0.2619  22.5931  0.0019  -0.0062  -0.0128
O  2.9304  8.4314  22.7295  0.0363  -0.0107  -0.0315
O  -0.2718  4.8418  22.3074  -0.0132  -0.0003  -0.0077
O  5.0581  5.774  22.4218  -0.0055  0.0154  -0.0365
O  8.5031  3.2342  22.477  -0.0011  0.0126  -0.0047
O  5.9084  -0.4189  22.3431  -0.009  -0.0061  -0.0307
Si  6.7013  4.0542  10.3072  -0.0078  0.0001  -0.0019
Si  5.8354  4.7931  18.4319  -0.0013  0.0027  0.0017
Si  10.4909  14.2677  12.3082  0.0022  0.0067  0.0002
Si  -3.0602  6.8253  14.7185  -0.0045  -0.0032  0.0014
Si  6.3686  4.8424  13.0634  0.0027  0.0017  -0.0013
Si  -12.4866  8.3525  12.4864  0.0033  0.0001  -0.0027
Si  4.6126  0.6542  16.5159  -0.0029  0.0009  0.0026
Si  8.7792  3.5603  18.5837  0.0035  0.0025  -0.0026
Si  4.1241  14.8964  11.7677  -0.0044  -0.0004  -0.0076
Si  8.9095  12.7855  10.2173  0.0162  0.0003  0.0137
Si  11.3163  -2.7082  16.8654  -0.0019  0.0013  0.0002
Si  16.0386  -0.0991  20.9757  0.0065  0.0005  0.01
Si  -2.9387  -3.5726  21.1755  0.0044  -0.0091  0.0121
Si  3.0046  8.5572  21.1244  -0.0153  0.0016  0.0423
Si  11.636  10.4861  21.0289  0.0037  0.006  0.012
Si  15.5997  11.2349  10.3649  0.0035  -0.0001  -0.0218
Si  10.2286  -5.5001  16.3922  -0.0017  -0.0019  0.0028
Si  9.2478  4.4031  21.5725  -0.001  0.0009  0.0073
Si  12.1316  3.2137  16.0666  0.0064  0.0003  0.0018
Si  14.2848  13.9172  18.1526  -0.0002  -0.0002  -0.0001
Si  -1.5066  1.6538  16.4583  -0.006  0.0016  -0.0025
Si  0.8317  6.3078  11.9946  -0.0028  -0.0033  -0.0032
Si  8.0973  -2.8076  9.6927  0.0014  0.0021  -0.016
Si  -4.2991  10.2588  18.3135  -0.0019  0.0011  -0.0022
Si  3.3223  8.7354  15.8005  -0.0031  -0.0008  0.0011
Si  1.8621  -0.7273  10.7157  -0.0006  -0.0007  -0.0149
Si  5.7722  -2.2788  11.303  -0.0003  0.0053  -0.0065
Si  2.3119  5.3797  9.7255  -0.0098  -0.0052  -0.0104
Si  7.0505  0.2973  12.1278  -0.0039  0.0001  0.0014
Si  7.8933  2.4794  14.0034  0.0037  -0.0002  0.0086
Si  -7.8382  8.0109  12.7026  -0.0003  0.0005  0.0036
Si  12.0439  11.6972  13.0635  0.0023  0.002  0.002
Si  14.3549  12.8928  14.1287  -0.003  0.0065  -0.0008
Si  5.9637  7.5961  16.8839  -0.0013  -0.0053  0.0024
Si  -5.8382  17.3698  20.9328  -0.0029  -0.014  0.0211
Si  9.489  -1.5619  19.1977  0.0005  -0.0022  -0.0059
Si  2.8123  1.9373  20.9812  -0.0077  0.0028  0.0067
Si  10.1016  21.0777  14.8154  0.0008  0.0013  0.0016
O  2.2576  6.5977  12.7786  0.0011  0.0029  -0.0019
O  3.0602  11.323  10.6164  -0.0109  -0.002  0.001
O  8.3602  2.5083  15.5577  0.0003  -0.001  -0.0066
O  14.7588  10.2158  16.2143  0.001  0.0008  -0.0001
O  5.3342  5.2023  19.9177  0.0012  0.003  0.0005
O  10.1079  2.7862  10.8169  0  0.0003  0.003
O  8.3187  11.5826  11.1517  -0.0034  -0.01  0.0086
O  8.3102  8.2123  22.5322  0.0007  -0.0099  -0.0134
O  5.2015  14.4354  10.6311  -0.0095  0.0043  0.0113
O  -4.8062  10.9061  19.7235  -0.0004  -0.004  0.0033
O  4.0204  -1.2387  20.6086  -0.0053  -0.0009  0.0059
O  6.1623  6.1196  17.5431  -0.0021  0.0023  0.0036
O  1.9758  14.4619  17.4598  -0.0048  0.0004  -0.0002
O  1.4961  9.0658  20.7089  0.0179  -0.0081  0.0085
O  7.1789  3.8815  18.5706  -0.0009  0.0017  0.0046
O  -1.5193  9.7233  13.387  0.0015  0.0047  0.0038
O  8.3084  7.4447  13.2868  -0.0032  -0.0031  0.0038
O  6.7143  -3.3261  10.4573  -0.0023  0.0019  0.0054
O  15.753  5.1243  12.6708  0.0016  0.0033  -0.0028
O  6.6768  5.8435  14.2764  0.0064  0.0047  0.0034
O  6.3877  7.4594  20.8421  -0.0028  0  0.0036
O  8.8868  -2.887  19.9759  0.0037  0.0055  0.0014
O  11.3106  4.5332  15.5633  0.0003  -0.0009  0.001
O  9.4214  3.7378  20.0818  -0.0016  -0.0012  -0.0056
O  11.6146  2.3235  12.9118  0.0019  -0.0033  -0.0024
O  14.7547  2.7817  12.8092  -0.0039  -0.0094  0.0109
O  6.1157  11.2514  17.098  -0.0005  0.0021  -0.0006
O  7.2025  7.8405  15.8169  0.0022  0.0015  0
O  1.9784  8.4604  16.6879  0.002  0.0019  0.0007
O  7.6532  13.754  9.8944  -0.0111  0.0035  -0.0169
O  9.1287  3.1651  13.1856  -0.0113  -0.0046  0.0033
O  1.1936  17.3284  10.3838  -0.0001  0.0007  0.0116
O  9.2846  0.102  15.9205  0.0009  -0.0009  -0.0004
O  -0.3923  8.7433  15.518  -0.0012  0.0007  -0.0006
O  0.0683  2.0521  16.2778  0.0032  0.0005  0.0008
O  15.5966  12.4378  15.1027  0.0027  -0.0005  -0.0006
O  8.2606  -0.8108  18.4245  -0.0021  -0.0004  0.0051
O  13.2963  13.7511  15.0177  -0.0016  -0.0016  0.0004
O  7.2271  4.8777  11.6395  -0.0022  0.0053  0.011
O  3.0337  8.6584  14.1962  0.0004  0.0005  0.002
O  3.6619  7.1603  20.5508  0.0064  -0.0052  0.0037
O  2.8184  4.4564  10.9694  0.0098  -0.0043  0.0061
O  5.0293  -1.3016  10.2025  0.002  -0.0049  0.0096
O  6.567  3.3637  13.7231  0.0012  -0.0045  0.0018
O  -0.1488  7.52  12.4512  -0.0021  0.0029  -0.0014
O  8.3673  5.7798  21.3876  -0.0007  0.0108  0.0011
O  2.9858  13.9037  19.7372  0.0004  0.0004  -0.0011
O  10.6697  -1.956  18.1472  0.0017  -0.0024  0.0019
O  6.7311  9.6285  12.2478  0.0017  -0.0011  -0.0013
O  4.2892  12.2234  21.2216  0.0028  -0.0033  0.0067
O  11.0513  6.6517  17.0708  0.0002  -0.001  0.0021
O  18.4003  11.8987  13.5598  0.0032  0.0064  0.0028
O  2.3828  8.9058  11.5359  0.0033  -0.0041  0.0052
O  0.4221  11.0359  14.3653  -0.0055  -0.0032  0.0028
O  9.0269  2.03  18.0104  0.0014  0.0007  0.0067
O  5.631  0.8977  11.5394  0.0094  0.0076  0.012
O  0.1227  4.86  12.3223  0.0015  0.0007  -0.0029
O  13.6206  11.5875  13.4772  0.0031  0.0005  0.0004
O  4.6742  7.8877  12.2283  -0.0063  -0.0053  0.0017
O  11.6732  -0.0175  11.6696  -0.0023  0.0036  0.0054
O  3.7435  12.4119  17.6358  0.0008  -0.0022  0.0013
O  9.5417  4.5967  17.5905  -0.0005  0.0008  0.0045
O  -1.8984  8.6723  10.9219  0.0026  0.0006  0.0075
O  -9.2762  11.7543  20.6287  0.0043  0.0029  0.0021
O  4.612  3.9432  17.7742  -0.0013  -0.0008  0.0045
O  10.2263  -0.5037  20.2053  -0.0049  -0.0045  0.0009
O  6.0393  8.7601  18.0275  0.0008  -0.0009  0.0023
O  -1.8278  5.9915  15.3591  -0.002  0.0005  0

Results
free energy: -132956.117 eV
free energy less fixed offsets of O -568.88, Si -635.61 eV per atom: 1.543 eV

The program warned: the cutoff lies below the one the program advises for these potential files; the exchange-correlation potential is rough where the density is thin.
